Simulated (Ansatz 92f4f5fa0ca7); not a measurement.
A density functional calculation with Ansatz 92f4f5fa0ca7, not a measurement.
Periodic cell of 220 atoms, Si132O88, from a study of silicon, its oxide and their interface. The atomic structure is a simulated model.
Doubt: the cutoff is far below the 930 eV that the study's wrapper takes by default for these files, so forces and energies are approximate.
This geometry differs little from another in the collection (a relaxation step or a small displacement).

Settings
functional: PBE
potential files: Ansatz PAW
basis: plane waves
wave-function cutoff: 580 eV
density cutoff ratio: 5
exchange-correlation grid ratio: 1
k mesh: 1 x 1 x 1, Gamma-centred
self-consistency stop: 5e-08 eV per atom in the density residual
occupations: fixed
spin: none
net charge: 0

Cell vectors (angstrom)
a	10.938	0	0
b	0	10.938	0
c	0	0	32.044

Atoms and the computed forces on them: element, x, y, z (angstrom), force x, y, z (eV/angstrom)
Si	-0.1109	0.2263	24.6867	-0.0312	0.118	-0.1556
Si	5.8377	-0.297	24.3203	0.033	-0.0301	-0.1376
Si	2.5016	2.9583	24.7849	-0.0253	-0.0237	-0.1776
Si	8.5512	2.4317	24.5335	0.1103	-0.1009	-0.2647
Si	0.3634	5.2363	24.6159	0.0787	-0.0935	-0.1783
Si	5.1647	5.957	24.3495	0.0337	-0.0052	-0.0894
Si	2.7686	8.0723	24.5389	0.0745	-0.101	-0.0532
Si	8.1135	8.4364	24.6452	0.0414	0.0534	-0.0407
Si	1.3571	1.4089	26.0742	-0.0153	0.0044	-0.1025
Si	6.8492	1.3456	25.7714	0.0151	0.013	-0.0583
Si	4.1941	4.2082	25.8055	-0.0088	0.075	-0.1545
Si	9.5902	4.1158	25.8448	0.01	0.0178	-0.1434
Si	1.4021	6.8315	25.988	0.0105	-0.0163	-0.0945
Si	6.8137	6.8803	25.8356	-0.0591	-0.0206	-0.1607
Si	4.1054	9.6449	25.7275	0.0399	-0.0244	-0.0986
Si	9.6348	9.5927	25.9808	-0.0538	0.0477	-0.1163
Si	2.7773	-0.0083	27.2522	0.009	-0.0496	0.0227
Si	8.1882	0.0207	27.2609	0.0417	-0.0175	0.026
Si	-0.047	2.7802	27.3211	-0.0537	-0.0086	0.0244
Si	5.4909	2.7453	27.1816	-0.0227	-0.0636	-0.0128
Si	2.7932	5.4541	27.2805	0.0109	0.0206	0.0517
Si	8.1768	5.4732	27.2025	0.022	0.0202	0.0349
Si	0.0108	8.1845	27.2989	-0.0112	-0.0085	0.0271
Si	5.4334	8.2442	27.2158	-0.0226	0.0192	-0.0405
Si	4.1018	1.3673	28.6257	0.2591	0.1943	-0.2586
Si	9.5708	1.3673	28.6257	-0.3404	0.1089	0.301
Si	1.3673	4.1018	28.6257	0.1621	0.13	0.2089
Si	6.8362	4.1018	28.6257	0.0812	-0.1362	-0.3378
Si	4.1018	6.8362	28.6257	0.1413	0.2461	0.0978
Si	9.5708	6.8362	28.6257	-0.2791	-0.1879	-0.0747
Si	1.3673	9.5708	28.6257	0.3151	-0.0654	0.0094
Si	6.8362	9.5708	28.6257	-0.1676	0.0386	-0.1186
Si	0	0	29.993	0.0242	0.0398	-0.05
Si	5.469	0	29.993	0.0744	0.0489	-0.0037
Si	2.7345	2.7345	29.993	-0.0371	0.0039	-0.0493
Si	8.2035	2.7345	29.993	0.0233	-0.0518	0.0294
Si	0	5.469	29.993	0.0547	0.02	0.0013
Si	5.469	5.469	29.993	0.0486	0.0873	-0.0348
Si	2.7345	8.2035	29.993	-0.0067	0.016	0.0243
Si	8.2035	8.2035	29.993	-0.0297	-0.055	-0.0375
Si	1.3673	1.3673	31.3602	0.0458	0.0411	-0.0118
Si	6.8362	1.3673	31.3602	-0.0147	0.0251	-0.0134
Si	4.1018	4.1018	31.3602	-0.0835	-0.0667	-0.0158
Si	9.5708	4.1018	31.3602	0.0071	-0.0217	-0.0296
Si	1.3673	6.8362	31.3602	-0.0345	0.0159	-0.0267
Si	6.8362	6.8362	31.3602	0.007	-0.0133	0.01
Si	4.1018	9.5708	31.3602	-0.0086	0.0003	-0.0335
Si	9.5708	9.5708	31.3602	0.0058	0.0008	-0.0154
Si	2.7345	0	0.6835	-0.021	-0.0401	0.0285
Si	8.2035	0	0.6835	-0.0167	0.0475	0.0232
Si	0	2.7345	0.6835	-0.0245	-0.024	0.0068
Si	5.469	2.7345	0.6835	0.0895	-0.0141	0.0079
Si	2.7345	5.469	0.6835	-0.0414	0.0812	0.0208
Si	8.2035	5.469	0.6835	0.0546	-0.0124	0.0399
Si	0	8.2035	0.6835	0.0738	-0.0328	0.0037
Si	5.469	8.2035	0.6835	-0.0462	0.0331	0.0085
Si	4.1018	1.3673	2.0507	-0.118	0.0865	0.0907
Si	9.5708	1.3673	2.0507	0.1078	0.0721	-0.0012
Si	1.3673	4.1018	2.0507	0.0592	-0.1018	0.0194
Si	6.8362	4.1018	2.0507	-0.169	-0.1488	0.023
Si	4.1018	6.8362	2.0507	0.0037	-0.0369	-0.0155
Si	9.5708	6.8362	2.0507	0.0037	0.0468	0.0352
Si	1.3673	9.5708	2.0507	-0.0889	0.0091	0.0466
Si	6.8362	9.5708	2.0507	0.0216	-0.042	-0.0334
Si	0	0	3.418	-0.1753	-0.2278	-0.0157
Si	5.469	0	3.418	0.2226	-0.5019	0.4933
Si	2.7345	2.7345	3.418	-0.0763	0.1439	-0.0566
Si	8.2035	2.7345	3.418	-0.0562	-0.2359	-0.2343
Si	0	5.469	3.418	-0.0251	0.176	0.4275
Si	5.469	5.469	3.418	-0.213	0.0964	-0.2742
Si	2.7345	8.2035	3.418	0.0741	-0.0618	0.1809
Si	8.2035	8.2035	3.418	-0.0426	0.2525	0.1933
Si	1.3731	1.3422	4.7462	0.1155	0.0636	-0.1114
Si	6.9433	1.2709	4.7995	0.1051	-0.0387	0.0452
Si	4.0783	4.149	4.7778	0.0264	0.027	-0.127
Si	9.4714	4.1392	4.7759	0.0374	-0.0536	0.0076
Si	1.3402	6.8983	4.8355	-0.036	0.0812	-0.0122
Si	6.8009	6.8388	4.7668	-0.0182	0.0209	-0.048
Si	4.1472	9.4676	4.8584	-0.0694	0.045	0.0041
Si	9.5452	9.5837	4.8395	0.0245	-0.022	-0.0147
Si	2.7703	-0.0384	6.1135	-0.1068	-0.0262	0.1359
Si	8.1819	-0.0986	6.3875	0.0354	-0.0182	0.1268
Si	-0.1944	2.6228	5.9953	-0.0006	-0.0218	0.0561
Si	5.5964	2.7512	5.9625	-0.1875	0.1538	0.0932
Si	2.648	5.4787	6.2153	-0.0573	-0.2238	0.1997
Si	8.1213	5.5371	6.1697	-0.0237	0.1032	0.1988
Si	-0.0205	8.2567	6.243	0.034	0.1087	0.1309
Si	5.4546	7.9801	6.3313	0.0744	-0.0808	0.1802
Si	3.9477	1.7174	7.2056	-0.1223	-0.019	-0.0965
Si	9.8482	1.1632	7.6363	0.2818	-0.3166	0.1654
Si	1.4	3.7153	7.2271	-0.1013	0.0033	0.1352
Si	6.5875	4.2356	7.489	1.0644	-0.643	-0.4926
Si	4.2176	6.2996	7.8049	-0.8733	1.3491	-0.3244
Si	9.355	7.0236	7.5248	0.3218	0.3074	0.816
Si	1.1746	9.8892	7.5253	-0.5612	-0.4567	1.1498
Si	7.0374	9.1156	7.7012	0.1725	-0.1753	0.3674
O	1.4189	4.0458	24.1083	-0.0019	0.0206	0.3676
O	5.4814	11.0213	22.7451	-0.0033	-0.0742	0.3365
O	2.7054	2.7586	7.0084	0.0941	-0.0373	0.0834
O	8.2	8.0232	8.1929	-0.4158	-0.018	-0.6511
O	5.1391	4.8049	8.4118	-0.032	-0.1171	0.6636
O	0.1999	0.201	8.0307	-0.1042	0.3712	-0.5944
O	3.9017	6.9731	24.0784	0.0545	-0.003	0.1412
O	9.6812	1.2855	24.1803	-0.0937	0.0851	0.2647
O	2.2418	9.3571	8.6555	0.5692	0.0351	-0.373
O	0.9865	3.4755	8.8209	0.1339	0.0046	-0.328
O	9.44	1.9477	9.0389	-0.1423	0.0996	-0.1232
O	6.2832	9.5744	9.0951	0.0921	-0.0155	-0.3576
O	4.3666	2.0591	8.8009	0.0923	0.5526	-0.0543
O	3.5409	7.0705	9.1133	0.6371	-0.7668	-0.6108
O	7.3746	3.498	8.7387	-0.6678	0.3662	-0.3183
O	10.0568	6.0657	8.6777	-0.1818	-0.2139	-0.5413
O	3.1224	2.0068	23.5566	-0.0461	0.0627	0.2103
O	4.535	1.9146	21.1826	-0.0244	0.0214	0.0624
O	8.1029	2.8377	22.9951	0.003	-0.0264	0.262
O	10.8856	6.0338	23.226	-0.0482	0.0025	0.0862
O	7.0127	9.51	24.055	-0.0994	0.0134	0.189
O	1.9842	8.4852	23.1368	0.0429	-0.0099	0.1431
O	5.7215	5.8367	22.7744	0.0197	0.0598	0.3122
O	0.5759	10.6869	23.2788	0.0175	-0.0396	0.0916
Si	2.867	8.4095	9.8216	-1.2444	0.3002	0.6268
Si	-1.1394	3.4571	19.2906	0.0697	-0.1026	-0.1681
Si	3.0648	10.5012	19.876	-0.052	0.0332	-0.2005
Si	1.8547	2.4487	19.6337	-0.0075	0.0061	-0.1138
Si	6.6146	2.2859	14.469	0.1078	-0.0109	0.077
Si	9.7541	-1.5291	13.5122	0.4681	-0.055	-0.868
Si	2.162	19.0371	15.5666	-0.0959	0.0354	-0.0397
Si	9.3599	3.6849	14.1403	0.0415	0.1004	0.0231
Si	5.6396	9.6627	10.5932	-0.0338	-0.1126	0.1973
Si	-4.0793	10.9498	16.695	0.0599	-0.0091	0.0565
Si	1.5974	3.9284	10.2575	-0.5666	0.1536	0.2361
Si	2.7039	12.2228	15.1447	-0.1116	-0.044	-0.0145
Si	11.3056	10.5076	15.685	-0.1895	-0.0483	-0.1486
Si	0.0261	-2.5859	10.9305	-0.8766	1.4752	-2.8349
Si	4.531	3.5267	9.5418	-0.5113	-1.1671	0.987
Si	-3.1623	12.0629	19.2366	0.0883	-0.0393	-0.05
Si	1.8703	-5.6578	14.9707	-0.0832	0.0577	-0.0498
Si	4.3245	3.698	16.1144	-0.0523	-0.0282	0.0577
Si	3.8288	4.912	18.8249	-0.1509	-0.0228	-0.0027
Si	5.3156	4.8077	21.5685	-0.0911	-0.1687	-0.1612
Si	13.1371	7.658	18.5692	0.0222	0.0071	-0.0114
Si	8.4739	2.9908	9.8451	0.3668	-0.0407	0.3188
Si	-2.7611	4.0182	21.8845	0.0061	0.0197	-0.1737
Si	10.5739	-2.9608	20.1416	0.0963	0.0366	-0.254
Si	8.9044	6.6591	14.4485	0.1513	0.1847	-0.1425
Si	3.3773	2.6188	22.0769	-0.0054	0.0571	-0.2232
Si	1.2582	9.6493	22.246	-0.0156	0.0682	-0.0715
Si	4.6486	9.7256	15.1832	0.0262	-0.032	-0.013
Si	-1.5901	-1.0744	18.0237	0.0247	0.0856	-0.0269
Si	5.4672	11.5229	21.1993	0.0455	0.0127	-0.2644
Si	9.4993	6.5752	22.5546	-0.0068	-0.0237	-0.0953
Si	10.1865	5.6455	10.2536	-0.0836	1.1121	0.4102
Si	-4.0307	8.6427	13.1808	0.3356	0.0994	-0.0247
Si	1.155	3.0038	13.0537	-0.0479	0.0268	0.1296
Si	-0.8353	4.9528	16.5794	-0.0421	-0.0362	-0.0122
Si	6.1875	1.8013	11.4947	0.2368	-0.3241	0.1909
O	-5.4385	10.0923	16.5188	-0.0136	-0.0053	-0.0003
O	4.7197	4.3088	17.5828	0.0236	0.0006	-0.0472
O	3.1756	4.2632	10.0488	0.8486	0.0033	-0.4627
O	5.3478	3.0889	10.8833	-0.2188	0.4841	-0.4959
O	1.3286	0.8568	15.9156	0.0676	0.0342	0.0253
O	2.6846	14.6838	19.0508	0.0499	0.0446	0.0421
O	-0.4414	2.8015	13.3638	0.0437	0.0059	-0.0513
O	-0.3937	8.9994	9.5218	0.2764	-0.3484	-0.176
O	2.3848	10.4081	21.356	-0.0389	-0.0201	0.1547
O	0.7808	5.2649	10.655	0.3567	-0.3447	-0.1279
O	9.9084	-3.011	14.2147	-0.1384	-0.2345	0.1985
O	3.4615	2.3058	16.1668	0.0327	0.0145	0.0079
O	1.3107	-1.583	15.0344	0.0754	-0.0102	0.0546
O	-2.5375	5.3986	22.7099	-0.0178	0.0523	0.1011
O	-1.2757	8.5129	18.8877	0.0223	-0.051	0.0611
O	1.6222	7.8024	17.0655	-0.013	-0.029	0.0099
O	8.0958	-1.0604	16.9462	-0.0379	0.0089	-0.0181
O	11.0528	9.1247	21.203	0.0108	0.0199	0.1157
O	1.9701	2.5708	21.2616	0.0779	0.0239	0.1375
O	1.649	8.0321	10.8553	1.4976	-0.3946	0.2339
O	4.7774	5.2598	20.1032	0.0694	0.0003	0.1316
O	-1.2417	6.8999	20.972	-0.0572	-0.0542	0.181
O	-1.7809	6.2198	16.0455	0.0052	-0.0464	0.0468
O	-2.7594	9.6694	13.1802	-0.2519	-0.0576	0.1136
O	-0.2563	-0.736	17.1556	-0.0299	0.0133	0.0454
O	6.395	8.605	11.6178	-0.0809	0.0555	-0.097
O	4.0599	9.2284	10.5755	0.2279	0.0411	-0.096
O	1.9204	6.8483	14.573	0.0428	-0.0243	0.0252
O	13.1331	12.9032	13.7522	0.0181	0.0212	-0.0638
O	5.6661	9.292	14.0009	-0.1117	0.0203	0.0331
O	0.9783	7.2475	19.5644	-0.0986	0.0292	0.0544
O	5.7629	11.2398	11.0137	-0.0365	0.1534	-0.0281
O	-1.327	3.6212	15.7612	0.0269	-0.011	0.0088
O	9.9936	7.0133	11.151	-0.2833	-1.2959	0.3691
O	3.3632	4.8202	15.4269	0.0701	-0.0002	-0.0091
O	1.4066	2.8394	11.4494	0.1077	0.0007	-0.1625
O	7.4263	7.2189	13.893	-0.0593	-0.0577	0.0304
O	8.9423	7.8888	23.3298	0.0122	-0.0503	0.061
O	0.2711	2.6108	19.2445	-0.03	0.0345	0.0397
O	-3.9683	11.883	20.6501	-0.0522	0.0039	0.0754
O	3.7163	11.0019	14.7604	0.0287	0.0008	-0.019
O	5.6877	3.3682	15.2785	-0.0103	0.0352	-0.0017
O	-1.5085	3.9358	20.8162	-0.1095	0.0099	0.1773
O	-4.239	4.0122	21.1861	0.0486	0.0399	0.0547
O	4.6923	-0.4115	20.1417	0.0474	-0.0008	0.1069
O	3.2169	6.3926	18.512	0.0298	-0.0086	-0.0354
O	4.0128	4.1021	22.2799	0.0092	0.0082	0.0201
O	6.696	0.9113	18.0394	-0.024	0.019	-0.0041
O	2.7927	9.1334	19.0089	0.0265	0.0488	0.0417
O	-0.2773	9.399	12.1516	-0.1995	0.1493	1.3485
O	5.8853	1.7844	13.1007	-0.0415	0.0111	-0.1835
O	-1.0195	4.679	18.187	-0.0167	0.0325	0.0296
O	-1.954	10.9635	19.1757	-0.0138	0.0052	-0.0286
O	11.6984	5.1018	16.1774	-0.0082	-0.0076	0.0296
O	7.0362	1.0141	15.4126	-0.0092	0.022	-0.0267
O	-7.1946	8.4449	15.577	0.044	-0.0012	0.0147
O	-3.0177	3.0306	13.8871	-0.0504	-0.0247	-0.0333
O	13.3925	11.8961	19.1817	0.0528	-0.0722	0.0647
O	8.4965	2.546	18.9252	-0.0053	0.0096	0.0251
O	1.4908	4.5039	13.5974	0.0291	-0.0517	-0.0188
O	9.2234	4.3223	10.4848	-0.2255	-0.3716	-0.1242
O	7.731	2.1438	11.0364	-0.0139	0.1266	-0.1522
O	10.157	-0.3011	14.5268	0.0711	0.1036	0.2398
O	9.3077	5.2677	13.6486	-0.0314	-0.0708	0.0603

Results
free energy: -133957.631 eV
free energy less fixed offsets of O -568.88, Si -635.61 eV per atom: 4.329 eV

The program warned: the cutoff lies below the one the program advises for these potential files; the exchange-correlation potential is rough where the density is thin.
